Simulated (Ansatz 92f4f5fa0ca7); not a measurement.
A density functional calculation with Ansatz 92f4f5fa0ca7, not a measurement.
Periodic cell of 168 atoms, Si98O70, from a study of silicon, its oxide and their interface. The atomic structure is a simulated model.

Settings: functional r2SCAN; potential files Ansatz norm-conserving; basis plane waves; wave-function cutoff 1300 eV; density cutoff ratio 4; exchange-correlation grid ratio 1; k mesh 2 x 2 x 1, shifted by 0.5 0.5 0.5 of a step; self-consistency stop 5e-08 eV per atom in the density residual; occupations Fermi-Dirac, 0.05 eV; spin none; net charge 0.

Cell vectors (angstrom)
a, 11.54, 0, 0
b, 0, 11.54, 0
c, 0, 0, 20.5356

Atoms and the computed forces on them: element, x, y, z (angstrom), force x, y, z (eV/angstrom)
Si, -0.2292, -0.3215, -0.2992, 0.118, -0.222, -0.4153
Si, 0.6344, 4.1702, -0.5273, 0.3986, -0.597, 0.182
Si, -0.1991, 8.0862, 0.0375, -0.0236, 0.0222, -0.3403
Si, 3.82, 0.3537, 0.2773, 0.2445, 0.3383, -0.4275
Si, 4.0517, 3.5739, 0.0591, -0.0755, -0.5496, -0.0346
Si, 3.6809, 7.7184, -0.2123, 0.06, -0.0643, -0.4402
Si, 7.554, -0.7624, -0.1086, -0.3422, -0.0981, -0.6283
Si, 7.9273, 4.5316, -0.0451, -0.2633, 0.1193, -0.5158
Si, 7.6566, 7.6199, 0.3678, -0.1489, 0.0629, -0.7989
Si, 1.7151, 0.0159, 1.2033, -0.086, -0.0319, -0.3238
Si, 2.0699, 3.9037, 1.3132, 0.175, 0.3786, -0.4925
Si, 1.8237, 7.7261, 1.2546, -0.192, 0.1836, -0.1394
Si, 5.8124, -0.0972, 1.386, -0.0269, -0.0388, -0.2611
Si, 6.0144, 3.9292, 1.2617, -0.0173, -0.0048, -0.4068
Si, 5.5782, 7.706, 1.3459, -0.1097, -0.0634, -0.2178
Si, 9.4956, -0.0042, 1.1508, -0.1348, -0.0725, -0.0742
Si, 9.9413, 4.0666, 1.0978, -0.0562, 0.2173, -0.5547
Si, 9.6003, 7.7617, 1.5824, 0.4006, -0.1147, -0.2002
Si, 1.8782, 1.947, 2.597, 0.0308, -0.0601, 0.232
Si, 1.9135, 5.789, 2.6548, -0.0143, -0.1064, -0.0719
Si, 1.8407, 9.6624, 2.6124, -0.0636, 0.0805, -0.1051
Si, 5.937, 1.9451, 2.5934, -0.0757, 0.0851, 0.2574
Si, 5.7329, 5.7601, 2.6681, -0.1627, -0.1136, 0.1786
Si, 5.6794, 9.5806, 2.7341, 0.0682, 0.0874, 0.2165
Si, 9.6495, 2.0284, 2.4844, 0.2026, -0.0556, -0.2041
Si, 9.7411, 5.7426, 2.7226, 0.065, 0.0289, 0.1888
Si, 9.5762, 9.7475, 2.7474, -0.062, 0.1788, 0.1608
Si, -0.0118, 1.956, 4.0032, 0.0845, 0.0729, -0.0941
Si, 0.0704, 5.7008, 4.1152, -0.1271, 0.0785, -0.077
Si, -0.0033, 9.6877, 4.0683, 0.0095, -0.0647, -0.0538
Si, 3.9053, 1.9449, 3.9297, -0.0585, 0.0306, -0.1932
Si, 3.8198, 5.7302, 4.0283, 0.1347, 0.0409, -0.0053
Si, 3.7355, 9.6506, 4.0067, 0.0405, -0.057, -0.0017
Si, 7.8036, 1.9684, 4.0135, -0.3106, -0.0033, -0.073
Si, 7.7168, 5.7152, 3.9807, 0.059, 0.0756, -0.1125
Si, 7.6262, 9.6227, 4.0609, 0.0959, 0.0702, -0.0929
Si, 0.0843, 0.0773, 5.4346, -0.0974, 0.137, -0.0366
Si, 0.0274, 3.7903, 5.5335, 0.0128, -0.1215, -0.07
Si, -0.0067, 7.6859, 5.3105, 0.0049, -0.0698, 0.0884
Si, 3.8491, 0.0368, 5.3251, 0.0503, 0.0687, -0.0079
Si, 3.9217, 3.8204, 5.4147, -0.1134, -0.1098, 0.0469
Si, 3.7157, 7.6938, 5.2989, 0.084, 0.0176, 0.1149
Si, 7.7272, 0.0212, 5.3863, 0.1036, 0.098, 0.0478
Si, 7.8013, 3.8509, 5.4489, -0.1153, -0.0676, -0.0278
Si, 7.592, 7.6364, 5.2917, 0.1446, -0.107, 0.1304
Si, 2.038, 0.1048, 6.8135, 0.2536, 0.0357, 0.1164
Si, 2.0163, 3.8259, 6.8358, 0.0371, 0.1127, -0.0673
Si, 1.8558, 7.6995, 6.7372, -0.0036, -0.0342, 0.0438
Si, 5.7537, -0.035, 6.6977, -0.1584, -0.0093, -0.0031
Si, 5.884, 3.8347, 6.8151, -0.0074, -0.0359, 0.101
Si, 5.6223, 7.6353, 6.635, -0.1374, -0.0971, -0.0454
Si, 9.6794, 0.0313, 6.7544, -0.1647, 0.0598, -0.1014
Si, 9.6414, 3.7086, 6.971, 0.0364, -0.0442, 0.1607
Si, 9.5574, 7.5694, 6.5248, 0.0177, -0.0916, -0.2884
Si, 2.3203, 2.0138, 8.2709, 0.0692, 0.0046, 0.4926
Si, 1.8621, 5.7799, 8.1604, -0.0879, -0.0626, 0.498
Si, 1.8143, 9.6496, 8.0673, -0.0207, -0.1313, 0.3038
Si, 6.0809, 1.8007, 8.0889, 0.1122, 0.234, 0.33
Si, 5.5549, 5.8207, 8.162, 0.0458, 0.219, 0.3553
Si, 5.6026, 9.5262, 7.9939, -0.1951, -0.0424, 0.1985
Si, 9.7894, 1.682, 8.4855, -0.0323, -0.1645, 0.2347
Si, 9.5107, 5.8081, 8.0428, 0.1296, 0.1165, 0.3275
Si, 9.5203, 9.4939, 7.7435, 0.2282, -0.0207, 0.3412
Si, 0.4652, 1.6778, 9.6313, 0.2899, 0.4011, 0.2989
Si, -0.1388, 6.1861, 9.3836, -0.1029, 0.104, 0.4239
Si, -0.2532, 9.2825, 9.2222, -0.2515, -0.2667, 0.3186
Si, 4.5306, 2.3064, 9.701, 0.3992, -0.5224, -0.4315
Si, 3.5643, 6.0326, 9.8606, -0.6463, 0.2679, -0.3475
Si, 3.6748, 9.1614, 9.4176, -0.2473, 0.1924, 0.5427
Si, 7.7555, 0.9866, 9.7739, 0.062, -0.0952, 0.3456
Si, 7.5755, 6.3549, 9.2646, 0.0597, 0.2966, 0.5014
Si, 7.6396, 9.4364, 9.0679, 0.0489, -0.1486, 0.768
Si, 0.1312, -0.5755, 11.5733, -0.0961, -0.0541, 0.4303
Si, -5.6295, 6.7362, 13.4201, -0.073, 0.1245, 0.3154
Si, 2.7514, 4.4099, 12.654, 0.0517, 0.0765, 0.4288
Si, 6.2174, 4.6706, 11.2756, 0.2933, 0.0485, 0.3973
Si, 9.5618, 3.1975, 13.795, 0.1334, 0.1014, 0.2268
Si, 4.4269, 11.2024, 11.5698, -0.1252, -0.1403, 0.4215
Si, 0.7439, 7.6175, 15.9846, 0.0172, 0.1588, -0.4088
Si, 1.3255, 9.9047, 14.0617, 0.008, -0.0308, 0.2384
Si, 4.2111, 8.7488, 14.8551, -0.0577, 0.0149, 0.0338
Si, 6.4896, 9.6704, 13.321, 0.2671, 0.016, 0.3877
Si, 11.483, 4.1141, 11.6517, -0.2444, 0.0799, 0.061
Si, 15.4756, 1.6969, 13.471, 0.0108, -0.137, 0.3906
Si, 8.8649, 3.8606, 17.7718, -0.3401, -0.0957, -0.4355
Si, 8.1919, 8.2038, 16.7938, 0.1159, 0.016, -0.3926
Si, 3.8489, 11.6645, 17.7216, 0.0761, 0.0915, -0.3534
Si, -0.5181, 12.1992, 14.1423, -0.0896, -0.0196, 0.5613
Si, -1.2971, 6.7281, 18.0497, -0.0862, 0.2961, -0.5941
Si, 7.9009, 5.3024, 15.361, 0.0293, 0.0054, -0.1143
Si, 2.9816, 8.9828, 17.5214, -0.0143, -0.0957, -0.4809
Si, 11.284, 1.8665, 18.009, -0.0027, -0.205, -0.5862
Si, 6.9732, 2.1869, 12.7387, 0.2837, -0.132, 0.4807
Si, 8.5987, 10.6172, 15.1847, 0.1559, 0.1093, -0.2034
Si, 2.2489, 13.6917, 16.2213, 0.1024, -0.011, -0.1189
Si, 3.1267, 5.2182, 18.5353, 0.3673, -0.004, -0.478
Si, 2.574, 16.7118, 15.5945, -0.2556, 0.0341, -0.1675
Si, 6.7652, 10.7424, 17.4224, -0.0315, 0.1135, -0.4268
O, -0.4789, 0.4243, -1.7796, 0.2018, -0.0304, 0.6457
O, 0.7748, 1.6151, -3.7999, -0.1566, 0.2262, 0.4726
O, 3.8239, 6.2792, -0.9797, -0.2262, 0.2593, -0.1094
O, 1.5315, 5.0918, -1.6394, -0.456, -0.1976, 0.3988
O, -0.1821, 9.5958, -0.6631, 0.0904, -0.0631, 0.4401
O, 2.7544, 10.5655, -3.3249, 0.2061, -0.0595, 0.303
O, 3.3103, 1.6004, -3.2001, -0.1396, -0.0829, 0.0005
O, 0.415, 2.7761, -1.3643, -0.0375, 0.4297, -0.0018
O, 3.9267, 3.8678, -1.5719, -0.2447, 0.2994, 0.4002
O, -1.5972, 11.4483, -5.4868, 0.0082, 0.0418, -0.1727
O, -0.6015, 7.016, -3.9304, -0.0888, -0.0838, 0.587
O, 3.4796, 8.7659, -1.4919, 0.1039, -0.4001, 0.6084
O, 7.2594, -0.2492, -1.6637, 0.1328, -0.2171, 0.4781
O, 9.8015, -6.3665, -2.5293, 0.1207, 0.0112, 0.188
O, 7.732, 6.1558, -0.5059, 0.1534, 0.0405, 0.7604
O, 7.9576, 3.6207, -1.441, 0.132, 0.3737, 0.4371
O, 7.6507, 9.1409, -0.3466, 0.0851, -0.0697, 0.2364
O, 0.9832, 0.4436, 10.6343, -0.3127, 0.296, -0.3332
O, 0.3937, 3.0128, 10.5736, -0.0505, -0.2533, -0.1249
O, -3.8606, -3.6005, 9.8763, -0.1021, -0.0814, -0.698
O, -0.294, 5.5009, 10.8679, 0.2034, -0.1922, -0.2683
O, -0.7807, 10.1212, 10.5508, 0.323, -0.0301, -0.3569
O, 0.9939, 9.9037, 12.4692, -0.1356, 0.3533, -0.2032
O, 5.5361, 5.9636, 12.0368, 0.1382, -0.4145, -0.3633
O, 6.7627, 3.7477, 12.4568, -0.1796, 0.0217, -0.2896
O, 7.5267, 5.2493, 10.502, -0.4012, 0.1071, -0.1362
O, 5.2197, 3.7338, 10.3472, -0.4681, -0.5299, 0.1108
O, 3.5583, 11.7918, 12.8226, 0.2894, 0.0641, -0.3827
O, 3.5584, 10.153, 10.7291, 0.2314, -0.0847, -0.3836
O, 7.7378, -0.6716, 9.9427, -0.0476, 0.1524, -0.369
O, 7.4157, 1.4854, 11.3315, 0.0301, -0.0812, -0.4647
O, 3.6008, 7.6632, 10.1185, 0.2046, -0.0651, -0.253
O, 6.8166, 8.074, 13.087, -0.2955, -0.0208, 0.0013
O, 11.506, 7.7681, 9.8057, -0.0422, -0.0146, -0.4361
O, 13.489, 15.281, 16.0653, 0.2018, 0.015, 0.0886
O, 2.8674, 9.4593, 14.2915, -0.0497, -0.0159, 0.084
O, -0.7784, 0.3542, 12.5639, 0.264, -0.1987, -0.1946
O, -2.3761, 4.6238, 14.533, -0.1878, -0.2147, 0.0455
O, -0.3789, 6.996, 19.3459, 0.054, 0.0803, 0.1578
O, 5.7708, 10.4155, 12.0771, -0.2217, 0.1886, -0.2354
O, 4.7382, 0.9722, 10.6666, -0.0993, 0.5402, -0.0737
O, 4.5428, 7.342, 14.0954, 0.3105, 0.1293, -0.044
O, 8.9972, -2.3943, 15.7402, -0.3459, -0.0115, 0.2921
O, 3.4618, 2.9383, 12.516, -0.0306, 0.0899, -0.1132
O, -3.8443, 11.4046, 16.2682, -0.0473, -0.3858, 0.1541
O, 4.0733, 8.4397, 16.435, -0.2714, 0.173, 0.169
O, 3.4153, 5.5892, 16.9485, -0.2653, -0.1961, 0.5219
O, 1.5853, 8.2292, 17.2317, 0.1104, -0.0884, 0.0732
O, 6.6269, 5.614, 14.3797, 0.0617, 0.1706, -0.0383
O, 3.0685, 5.3001, 11.3133, 0.3396, 0.2045, -0.6399
O, 0.9009, 11.4368, 14.5292, -0.0975, -0.0776, -0.252
O, 0.4519, 8.772, 14.8666, 0.2882, 0.0332, 0.116
O, 5.4621, 9.7461, 14.5895, 0.0027, -0.1843, -0.2301
O, 12.6703, 4.2687, 12.7615, 0.1102, 0.0007, -0.3007
O, 8.2711, 2.1859, 13.7432, -0.105, 0.1247, -0.2957
O, 7.7738, 4.1999, 16.5739, 0.4251, 0.0686, 0.2448
O, 8.038, 6.7813, 16.0225, 0.0159, 0.0208, 0.2028
O, 14.5948, 1.753, 14.8402, 0.0511, 0.1115, -0.0854
O, 15.576, -0.1222, 19.2822, -0.1257, -0.0017, 0.2473
O, 9.8781, 2.5868, 17.5104, 0.1732, 0.0776, 0.2489
O, 1.5228, 6.3712, 15.291, 0.1587, -0.0525, 0.3235
O, 19.3847, 10.4632, 13.7412, -0.2779, -0.1651, 0.0703
O, 3.8807, 13.5072, 20.6814, 0.1025, -0.1895, -0.072
O, 3.2786, 16.4763, 14.1325, -0.1267, -0.14, -0.2494
O, -0.7407, 13.809, 14.4033, -0.1751, -0.0846, -0.242
O, 5.604, 1.6848, 13.5238, -0.0818, 0.0814, -0.3674
O, 5.2834, 11.2893, 17.0708, -0.1104, -0.031, 0.3001
O, 10.0882, 15.2102, 12.3403, 0.2127, -0.0179, -0.0892
O, 9.0325, 7.8197, 18.1256, 0.1468, -0.2006, -0.0495
O, 6.8947, 9.0941, 17.2589, 0.1867, 0.1311, 0.1289

Results
free energy: -44027.495 eV
free energy less fixed offsets of O -463.61, Si -117.95 eV per atom: -15.695 eV
pressure: -2.22 GPa
stress xx, yy, zz, yz, xz, xy (GPa, positive in tension): 1.29, 2.73, 2.63, -0.91, -0.01, -0.97
